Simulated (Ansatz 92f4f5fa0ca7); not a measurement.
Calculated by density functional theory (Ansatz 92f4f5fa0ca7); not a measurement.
Periodic cell of 122 atoms, Si78O44, from a study of silicon, its oxide and their interface. The atomic structure is a simulated model.

Settings: functional r2SCAN; potential files Ansatz norm-conserving; basis plane waves; wave-function cutoff 1300 eV; density cutoff ratio 4; exchange-correlation grid ratio 1; k mesh 2 x 2 x 1, shifted by 0.5 0.5 0.5 of a step; self-consistency stop 5e-08 eV per atom in the density residual; occupations Fermi-Dirac, 0.05 eV; spin none; net charge 0.

Cell vectors (angstrom)
a 10.88 0 0
b 0 10.88 0
c 0 0 17.3773

Atoms and the computed forces on them: element, x, y, z (angstrom), force x, y, z (eV/angstrom)
Si 0.5826 -0.1167 -0.0622 -1.263 1.7973 1.5904
Si 2.4612 3.0356 0.506 0.322 0.9781 -0.7125
Si 0.1236 5.0434 -0.0299 1.2776 -1.7889 -1.348
Si 3.3356 7.4916 -0.4733 -0.9451 -0.2392 0.5503
Si 5.5484 -0.0679 -0.2518 -0.3622 0.2294 -1.1688
Si 7.5058 2.8652 -0.218 0.2036 1.3006 0.1818
Si 5.6341 5.2964 0.1721 -0.136 1.4931 -1.4291
Si 7.9375 8.6447 -0.3651 -1.4687 0.4873 0.7902
Si 1.585 1.3546 1.591 -1.0524 -1.6635 -0.0511
Si 4.173 4.1759 1.5181 -0.6464 -0.2939 1.3369
Si 1.4167 6.595 1.0695 0.5289 1.6991 -0.1927
Si 3.9413 9.4236 0.9006 0.6247 -0.0614 0.0009
Si 6.4812 1.4736 1.3377 1.353 -1.558 -0.6818
Si 9.3509 3.7779 1.0892 -0.8543 1.2261 -0.663
Si 7.0694 7.0308 1.3151 -0.4669 -1.0768 -2.8885
Si 9.508 9.6919 1.2655 1.1394 -0.8102 -1.2277
Si -0.1405 2.5094 2.4588 -0.3396 0.1405 2.3874
Si 2.7471 -0.2301 2.6654 1.2807 0.4924 -0.1093
Si 0.0771 8.1416 2.4899 -0.5714 -0.6762 -1.0839
Si 2.6681 5.5714 2.7062 -0.2814 -1.1853 0.3524
Si 5.3185 2.5558 2.9292 -0.4357 1.6051 -1.1617
Si 8.1775 0.1476 2.6931 -0.4868 0.3024 -0.4854
Si 5.4302 8.1827 2.2884 -0.8474 0.839 2.2678
Si 8.19 5.4273 2.4093 1.2651 -0.8866 1.4188
Si 1.1726 4.0132 3.9109 0.7925 -0.1657 0.1641
Si 4.0615 1.117 4.1149 -0.7545 0.0438 0.6287
Si 1.2608 9.4962 3.8875 0.6262 -1.0737 1.3912
Si 4.1266 6.8353 3.9398 1.0915 0.0155 -0.7069
Si 6.8487 4.0313 3.8821 1.311 -0.2423 0.1233
Si 9.5812 1.3097 4.2341 -0.6088 0.6258 -0.9085
Si 6.7989 9.5216 3.8717 0.6967 -0.8047 0.0509
Si 9.7255 6.6567 3.8344 -1.7287 -0.4845 1.1598
Si -0.1894 -0.354 5.4382 0.5638 1.0864 -0.2449
Si 2.7165 2.7403 5.3613 -1.6069 -1.8644 -1.3519
Si -0.1576 5.2028 5.4779 -0.1001 0.3703 -0.9724
Si 2.8347 8.1379 5.2631 -0.7281 1.382 -0.0216
Si 5.7361 0.0904 5.3401 -1.1655 -0.4922 0.1749
Si 8.1906 2.7907 5.5434 0.8208 0.8008 -2.7194
Si 5.5797 5.3493 5.1819 -1.4296 0.8749 0.0799
Si 8.1418 7.9843 5.3918 -0.1824 -0.084 -1.9638
Si 1.1732 1.2231 6.6111 0.9693 0.3872 1.0431
Si 4.198 4.0033 6.4762 0.2545 0.6518 0.9853
Si 1.3025 6.7616 6.3585 -0.1212 -0.3985 1.1012
Si 4.2622 9.6226 6.5947 -0.4945 -0.0343 0.7214
Si 6.8698 1.5755 6.7207 -0.5991 -1.4678 2.4023
Si 9.2976 3.9923 7.1043 1.1275 1.2087 0.6004
Si 6.5972 6.7668 6.6797 0.3964 0.2255 0.0002
Si 9.3849 9.2163 6.8712 -0.3516 1.1135 -0.8828
Si -0.0507 2.498 8.3133 0.3761 0.4602 -0.5851
Si 2.8477 0.1128 8.0202 -0.5491 -1.4449 -1.0583
Si 0.1294 8.1138 7.9629 1.812 0.0135 -0.0587
Si 2.6259 5.3179 7.6409 -0.3162 0.2603 0.8616
Si 5.4706 2.9784 8.2054 -0.4503 0.4744 -1.1539
Si 8.1902 -0.0428 8.0338 -0.5542 0.7408 0.509
Si 5.2121 8.0472 8.1159 1.2619 0.5148 -0.9875
Si 8.004 5.7889 8.2156 0.9493 0.517 0.7815
Si 1.5852 3.8176 9.3167 0.5143 1.0546 1.9453
Si 5.0535 1.4681 11.1272 -0.9712 -3.154 2.4776
Si 2.0947 8.9718 9.0874 -0.202 0.5228 1.1645
Si 3.452 6.987 9.0538 -0.6194 -0.4131 -1.2048
Si 6.7862 5.2128 10.1185 0.8581 -1.3662 -1.1743
Si 9.6126 1.0469 9.6284 -2.0123 -1.3886 -0.4225
Si 6.5997 10.117 9.79 2.9256 0.91 0.6516
Si 9.5306 7.2834 9.4182 1.1509 -2.6669 0.2854
Si -1.4772 8.9305 14.6546 1.6498 -0.2074 2.3994
Si 3.8742 1.7173 9.2622 0.103 1.7491 0.0421
Si 13.2141 8.4408 12.1018 -1.4066 -0.2489 0.5291
Si -2.9987 2.6386 11.3887 0.273 1.9092 0.8986
Si -1.4862 1.0295 15.5668 2.3247 0.6948 0.9577
Si 1.4969 -1.7808 14.9682 0.6953 -2.8542 0.1667
Si 2.6785 1.8126 12.855 0.9404 -1.0038 -2.7725
Si 11.397 -5.8792 14.2643 1.4087 -0.744 0.6601
Si 3.621 4.3208 13.7088 -2.8732 3.2474 -0.2912
Si 4.5827 6.4678 11.7037 1.4667 0.7521 3.2674
Si 0.5139 5.8504 11.4328 -0.3896 -1.2033 0.9548
Si -1.8066 9.6011 11.528 -0.5022 1.1815 -0.4851
Si 10.6176 2.1547 13.0907 -0.1157 -0.2761 0.9634
Si 3.9406 12.8474 15.4654 -0.7702 -2.1267 0.0546
O -0.2675 1.1398 -0.6723 -2.3996 1.0739 -0.8334
O 1.6093 -1.6123 -3.9862 2.4463 -0.0165 -2.4952
O 3.2071 2.0378 -0.4972 1.2275 -1.1629 -1.0333
O 1.2902 3.8051 -0.3258 -0.2929 1.0181 0.6999
O -0.0773 5.5069 -1.5973 0.2708 -0.516 -2.3193
O -0.5718 6.0471 -7.1109 -0.9165 0.8301 -0.3671
O 2.1654 9.3057 -6.6319 -0.057 0.334 -0.2099
O 2.7394 8.1001 -1.8784 -0.7396 0.4655 -0.1589
O 5.1792 0.8401 -1.7447 -0.9099 0.576 1.4648
O 6.5726 -1.2591 -0.7846 1.2411 -0.2333 0.7896
O 8.1973 2.0852 -1.5032 0.0887 -0.6665 -0.267
O 6.3997 4.0564 -0.7654 0.6969 0.283 1.162
O 4.5442 6.3812 -0.7361 0.1643 -0.4024 0.5864
O -1.6893 13.4487 -4.9881 -0.4295 -0.3106 -1.2278
O 11.0598 3.4192 -3.4179 0.6834 0.6556 1.2349
O 2.8031 2.8327 9.8201 -0.9239 0.1515 -0.8573
O 3.8058 7.8218 12.4039 1.5609 -0.3994 -0.7331
O 5.3315 -0.0866 10.4652 0.3852 1.0921 -0.0081
O -1.0065 10.9245 10.9277 0.8802 -0.0976 0.4613
O 6.3053 8.7025 9.2007 -1.5707 -2.5182 -1.0605
O 4.0369 3.5122 15.0242 1.8217 1.0061 -0.191
O 3.7211 6.2048 10.4557 -1.4743 -0.6153 -1.702
O 5.7474 4.316 9.1972 -0.4846 -1.2423 0.0748
O 2.1954 5.2664 14.1009 0.0104 -1.9173 0.2172
O 7.6013 4.2127 11.0795 0.8475 -0.4506 0.2823
O 8.1796 1.8047 10.066 0.6776 0.3983 -0.1333
O 7.5667 9.8632 11.0864 -1.1065 0.752 1.0407
O 9.3553 8.3902 10.558 0.682 -0.9837 -0.0183
O 12.281 7.1356 11.7621 0.3456 0.3774 -0.2765
O 6.3872 13.069 11.853 -1.5195 -1.5864 -0.0032
O 3.7996 0.7483 12.1778 0.5092 2.751 -0.6103
O 8.3921 -2.9109 15.575 0.6149 0.6408 -0.7897
O 1.1118 1.5873 12.3488 -0.0281 0.8348 0.2571
O 9.2728 9.2778 13.1139 -0.4546 -0.292 -1.854
O 1.2285 -6.4229 10.8975 0.1083 0.4726 -1.3471
O -0.7368 1.0228 14.1647 0.717 1.9872 -2.2125
O 1.3717 -0.5783 15.9865 0.9333 0.094 0.2132
O 4.5264 5.3549 12.8765 0.982 0.8564 0.5512
O -4.7126 6.3152 11.0914 -2.1608 1.4051 1.128
O -0.158 5.583 12.9277 -0.3628 1.0384 -0.712
O -1.7029 -11.4057 15.4367 -1.98 -2.7488 1.0961
O 3.3882 3.3176 12.4902 -1.8249 -2.9648 0.5143
O 10.9437 -2.5311 14.9963 -2.4601 0.2409 0.1573
O 2.7771 1.4699 14.3943 0.6052 -0.1417 1.5833

Results
free energy: -29600.282 eV
free energy less fixed offsets of O -463.61, Si -117.95 eV per atom: -1.342 eV
pressure: -1.04 GPa
stress xx, yy, zz, yz, xz, xy (GPa, positive in tension): 1.76, 0.19, 1.18, 0.49, 0.1, -2.23
